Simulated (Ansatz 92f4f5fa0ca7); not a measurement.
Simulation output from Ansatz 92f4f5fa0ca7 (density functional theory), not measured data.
Periodic cell of 225 atoms, Si132O91As2, from a study of silicon, its oxide and their interface. The atomic structure is a simulated model.
Doubt: the cutoff is far below the 930 eV that the study's wrapper takes by default for these files, so forces and energies are approximate.
This geometry differs little from another in the collection (a relaxation step or a small displacement).

Settings: functional PBE; potential files Ansatz PAW; basis plane waves; wave-function cutoff 580 eV; density cutoff ratio 5; exchange-correlation grid ratio 1; k mesh 1 x 1 x 1, Gamma-centred; self-consistency stop 5e-08 eV per atom in the density residual; occupations fixed; spin none; net charge 0.

Cell vectors (angstrom)
a  10.938  0  0
b  0  10.938  0
c  0  0  31.9494

Atoms and the computed forces on them: element, x, y, z (angstrom), force x, y, z (eV/angstrom)
Si  10.6227  0.0341  24.4513  -0.0011  0.0003  -0.0002
Si  5.0825  0.1675  24.6931  -0.0006  0.0013  -0.0006
Si  2.8193  2.3178  24.5456  -0.0009  0.0012  -0.0002
Si  8.5756  2.4718  24.5896  0.0001  -0.0003  -0.0019
Si  10.716  5.6201  24.3651  -0.002  0.0014  -0.0012
Si  5.1582  5.6497  24.4668  -0.0018  -0.0006  -0.0006
Si  2.9894  7.9876  24.421  -0.0009  0.0001  -0.0014
Si  8.4318  7.8622  24.4465  0.0003  -0.0002  0.0009
Si  1.2981  1.1545  25.8604  0.0006  0.0003  0.0019
Si  6.8208  1.3627  25.7651  0.0007  0.0004  0.0001
Si  3.9878  4.0364  25.7401  -0.0006  0.001  0.0002
Si  9.6968  4.0518  25.8743  0.0004  0.001  0.0007
Si  1.3465  6.8234  25.6908  -0.0001  0.0009  0.0003
Si  6.8096  6.748  25.7652  0  0.001  0.0006
Si  4.0071  9.4962  25.9679  -0.0008  0.0009  0.0022
Si  9.4874  9.4688  25.8331  -0.0005  0.0007  -0.0002
Si  2.6375  -0.1173  27.3035  -0.0034  -0.0023  0.0024
Si  8.1362  -0.0464  27.1664  -0.0044  -0.0021  0.0002
Si  0.0801  2.674  27.2252  0.0013  0.0012  0.0017
Si  5.449  2.7451  27.1283  -0.0002  0.0021  -0.0011
Si  2.6696  5.4333  27.1219  -0.0022  -0.0023  -0.0013
Si  8.1906  5.3871  27.1494  -0.0027  -0.0007  -0.0006
Si  0.0129  8.1692  27.1514  -0.0015  0.0002  -0.0009
Si  5.5127  8.1613  27.189  0.0002  0.0016  0.0008
Si  4.0895  1.3402  28.5082  -0.0036  -0.003  0.0021
Si  9.5459  1.3371  28.5148  0.0002  0.0024  0.0016
Si  1.3936  4.0781  28.5753  -0.0054  0.0008  -0.0037
Si  6.8134  4.0718  28.5389  -0.0005  0.0006  -0.0009
Si  4.0907  6.7889  28.4937  -0.0002  0.0035  0.0027
Si  9.5596  6.7924  28.4961  -0.0034  0.0012  0.0041
Si  1.3007  9.4886  28.6376  0.0047  0.0052  -0.0097
Si  6.8259  9.5437  28.5758  -0.0023  0.0005  -0.0037
Si  -0.0292  -0.001  29.9208  -0.0022  0.0047  0.0032
Si  5.4619  -0.001  29.9024  -0.0001  0.0019  0.0004
Si  2.7647  2.7171  29.9098  0.0002  -0.0036  0.0012
Si  8.1995  2.7211  29.8934  0.0029  -0.0003  0.0009
Si  -0.0024  5.4577  29.8965  0.0017  0.0014  0.0006
Si  5.4637  5.459  29.8945  -0.0013  0.0032  0.0004
Si  2.7556  8.1611  29.9111  0.0044  -0.0039  0.0024
Si  8.2252  8.182  29.8961  0.0017  -0.0014  -0.0002
Si  1.3673  1.3673  31.2657  0.0753  0.0545  -0.0392
Si  6.8362  1.3673  31.2657  0.035  0.0016  0.007
Si  4.1018  4.1018  31.2657  0.0924  -0.0465  0.1018
Si  9.5708  4.1018  31.2657  -0.0846  -0.0912  -0.0538
Si  1.3673  6.8362  31.2657  0.0354  -0.1328  0.0587
Si  6.8362  6.8362  31.2657  0.0392  -0.0021  -0.0869
Si  4.1018  9.5708  31.2657  -0.0371  -0.0471  -0.001
Si  9.5708  9.5708  31.2657  -0.1758  -0.121  0.1705
Si  2.7345  0  0.6835  -0.0119  0.0088  -0.0418
Si  8.2035  0  0.6835  -0.0182  0.0244  -0.1188
Si  0  2.7345  0.6835  0.0676  0.0604  0.0199
Si  5.469  2.7345  0.6835  0.0219  0.0409  0.0347
Si  2.7345  5.469  0.6835  -0.046  -0.0598  -0.1008
Si  8.2035  5.469  0.6835  0.0414  0.0584  -0.0657
Si  0  8.2035  0.6835  0.0868  0.0887  0.0307
Si  5.469  8.2035  0.6835  0.0736  0.0992  0.0373
Si  4.1074  1.3638  2.0549  0.0001  0  0.002
Si  9.6021  1.3412  2.0427  0.0027  -0.0006  -0.0038
Si  1.3683  4.1217  2.0496  -0.0043  0.0029  0.0008
Si  6.8439  4.1133  2.0355  -0.0057  0.0029  -0.0029
Si  4.0988  6.8356  2.0384  -0.0005  0.0028  -0.0037
Si  9.5927  6.8264  2.0535  -0.0005  0.0008  0.0001
Si  1.3633  9.5966  2.05  -0.0013  -0.0013  -0.0021
Si  6.8378  9.5986  2.042  -0.004  0.0018  -0.0015
Si  0.0397  0.0258  3.4718  -0.0024  -0.0005  -0.0059
Si  5.4964  0.026  3.4404  -0.0053  0.0029  -0.003
Si  2.7265  2.7467  3.3916  0.0083  0.0012  0.0039
Si  8.2655  2.7639  3.343  -0.0029  -0.0018  0.0079
Si  0.0483  5.5005  3.4609  -0.0025  0.0021  -0.0052
Si  5.4944  5.5027  3.4007  0.0052  -0.0049  0.0016
Si  2.743  8.2328  3.3785  0.0017  0.0034  0.0036
Si  8.2724  8.2794  3.3625  -0.0025  -0.01  0.0041
Si  1.396  1.4327  4.8424  0.0059  0.0036  0.0036
Si  6.9218  1.4461  4.7223  -0.0012  0.006  0.0014
Si  4.1027  4.1093  4.7231  -0.0028  -0.0051  -0.0035
Si  9.6317  4.0602  4.7641  -0.0003  0.0035  0.0002
Si  1.3793  6.9658  4.8213  -0.0017  0.0005  -0.0011
Si  6.898  6.9404  4.6769  0.0034  0.0047  -0.0025
Si  4.1006  9.5614  4.7648  -0.0001  0.0001  0.0005
Si  9.6322  9.5653  4.8346  0.0014  -0.0005  0.002
Si  2.7606  0.0005  6.1406  -0.0032  -0.0075  -0.0005
Si  8.2874  0.0854  6.0929  -0.0072  -0.0009  -0.0014
Si  0.0312  2.7766  6.2931  -0.0008  -0.0021  -0.0015
Si  5.5262  2.7896  6.0685  0.0019  0.0049  0.003
Si  2.7928  5.5545  6.0536  0.0027  0.0036  0.0116
Si  8.29  5.5609  5.9456  -0.0039  -0.0011  0.0031
Si  0.05  8.2834  6.3585  -0.0021  -0.0033  -0.0005
Si  5.5458  8.2478  6.1076  -0.0046  0.0069  0.0047
Si  4.4306  1.132  7.3316  0.0028  -0.0037  0
Si  9.7964  1.1373  7.6127  -0.0067  0.0069  0.0292
Si  1.2165  4.4883  7.4675  0.0048  0.0022  -0.0018
Si  6.6783  4.4961  7.2141  0.0052  0.0069  0.0485
As  4.2829  6.7806  7.5564  0.0024  0.0053  -0.009
Si  9.7493  6.5886  7.501  0.0031  0.0002  0.003
Si  1.2598  9.919  7.6979  0.0157  -0.0023  0.0192
Si  6.7185  9.8959  7.4041  -0.0028  -0.0078  0.002
O  9.5854  1.272  24.0046  -0.0012  0.0002  0.0007
O  4.1035  6.8352  23.958  0.0006  -0.0001  0.0001
O  4.0131  1.2682  24.0433  -0.0002  0.0001  0.0002
O  9.5462  6.7312  23.9231  -0.0001  -0.0005  0
O  0.0233  5.5376  7.9912  -0.0033  0.0035  0.0008
O  5.5707  0.0593  7.8972  -0.0022  0.0064  0.0028
O  0.0486  0.0711  8.116  -0.0024  0.0001  -0.0084
O  5.6287  5.5797  7.8847  0.0363  -0.0607  -0.0127
O  7.6393  3.9092  8.4061  -0.0183  -0.0088  0.0012
O  8.781  7.0158  8.7891  0.0041  -0.0003  -0.0039
O  2.1454  9.4867  9.044  -0.0188  0.0135  -0.0227
O  8.9073  1.6472  8.9395  -0.0025  0.0128  -0.0066
O  7.6141  9.4003  8.7034  -0.0017  0.0044  -0.0046
O  3.6336  1.7885  8.6053  -0.0013  0.0018  -0.0013
O  2.1029  3.9998  8.7806  -0.0039  0.0024  -0.0016
O  8.1515  3.5338  23.391  -0.0005  -0.0004  0.0015
O  0.4592  4.9704  22.9831  -0.0004  0.0005  0.0009
O  1.8771  2.7549  23.2677  -0.0006  -0.0002  0.0009
O  5.8374  4.9523  23.1338  -0.0005  0.0001  -0.0003
O  5.5598  10.0345  23.5457  -0.0013  0.0004  0.0012
O  2.4399  8.7262  23.0399  -0.0004  0  0.0015
O  0.1757  10.0917  23.123  0  -0.0001  -0.0005
O  7.8221  8.621  23.1048  -0.0008  0.0005  0.0007
Si  8.6244  7.7426  18.4649  -0.0014  0.0003  -0.0023
Si  8.7002  6.3374  13.6778  -0.0014  0.0002  0.0005
Si  3.6953  1.5272  14.7697  -0.0017  0.0002  0.0009
Si  2.0786  5.7939  17.6802  -0.0013  0  -0.0016
Si  2.4063  3.1927  19.529  -0.0013  0.0004  -0.002
Si  9.688  9.0129  12.1636  -0.0026  0.0003  0.0011
Si  1.3139  9.4565  22.1101  -0.0016  0.0002  0
Si  9.0553  0.9516  13.2334  -0.0016  0.0006  -0.0003
Si  1.4468  5.1248  12.9804  -0.0061  -0.0026  0.0027
Si  1.7125  8.4026  13.0114  -0.0026  -0.0034  0.0023
Si  6.6817  9.5988  22.4689  -0.0004  -0.0002  -0.0013
Si  4.4361  4.5901  15.7512  -0.0019  0.0004  -0.0001
Si  8.2061  2.9846  9.594  -0.0089  0.0183  -0.0323
Si  0.8041  8.2918  19.3044  -0.0017  0.0009  -0.0017
Si  6.9565  1.3913  21.127  -0.0021  0.0004  -0.0014
Si  8.2319  8.2663  9.702  -0.0039  -0.0019  0.0033
Si  10.8902  5.2761  15.6208  0.0013  -0.0053  0.0018
Si  7.4618  9.515  16.3534  -0.002  -0.0001  -0.0007
Si  9.9171  2.1303  20.3001  -0.0006  -0.0004  -0.0016
As  2.9348  8.2453  10.1719  -0.0006  -0.0133  -0.0024
Si  6.6517  3.4064  17.4507  -0.002  -0.0007  -0.0023
Si  1.1471  0.2609  19.8415  -0.0011  0.0007  -0.0017
Si  3.1868  2.792  12.292  0  0.0003  0.0029
Si  7.2047  5.4352  19.7235  -0.0015  0.0005  -0.0017
Si  5.6992  8.5585  11.5395  -0.0009  -0.0014  -0.0001
Si  5.7345  5.9867  13.2472  -0.0022  0.0006  -0.0033
Si  4.5588  9.7433  17.7414  -0.0013  0.0012  -0.0012
Si  1.0173  3.6352  22.2018  -0.0007  0  -0.0007
Si  4.8899  1.5366  18.8579  -0.0015  -0.0001  -0.0027
Si  3.1988  3.0499  9.516  -0.0015  0.0036  0.0015
Si  6.3276  10.771  13.7838  -0.0007  -0.0003  0.0006
Si  10.2104  0.1544  16.048  -0.002  0.0003  -0.0004
Si  5.6396  3.5912  11.1752  -0.0006  0.0039  -0.0024
Si  9.7939  3.884  11.9546  -0.0046  0.0004  -0.0009
Si  2.2063  9.9636  15.7562  -0.0013  0.0005  0.0008
Si  6.0593  8.1587  19.8665  -0.0014  0.0002  -0.0023
Si  6.9465  4.0121  22.4059  -0.0012  -0.0001  -0.0007
Si  9.7214  2.8597  17.3757  0.0002  0.0043  -0.0074
O  7.1219  6.2779  14.0667  -0.0011  0.0001  0.0011
O  1.8491  7.1001  18.7378  -0.001  -0.0003  0.0005
O  10.3391  4.0277  16.4626  -0.0005  -0.0044  0.0005
O  6.061  9.9559  17.0944  -0.0017  0  0.0012
O  10.0093  0.6816  14.5223  -0.0018  0.0004  0.0009
O  8.422  6.158  18.8815  -0.0012  0.0006  0.0015
O  5.0412  0.6322  14.4323  -0.0011  0.0005  0.0004
O  5.7361  2.0696  17.5781  0.0002  0.002  0.0011
O  8.3327  1.9995  20.5534  -0.0007  0.0012  0.0009
O  1.9443  4.3442  18.4538  -0.0009  0.0004  0.0019
O  6.9417  2.7561  10.6289  0.0037  0.0013  -0.0101
O  4.8217  2.6312  12.2139  -0.0018  0  0.0006
O  5.9331  4.4271  16.4061  -0.0009  -0.0007  0.0016
O  4.5515  3.8974  9.9602  -0.0036  -0.002  -0.0008
O  10.6783  2.8387  21.5604  -0.0012  0.0002  0.0007
O  9.6947  6.1913  14.9801  -0.0002  -0.0005  0.0004
O  5.9954  6.5243  19.8979  -0.001  0  0.0017
O  4.0468  0.2327  18.3696  -0.0012  -0.0006  0.0017
O  9.1519  10.5496  12.2957  -0.0017  0.0005  0.0001
O  2.8416  4.36  12.6445  -0.0007  -0.0007  -0.0008
O  1.8838  10.7492  21.2506  -0.0011  -0.0001  0.0006
O  3.9888  2.7933  19.4036  -0.0014  0.0008  0.0013
O  0.5914  10.0996  16.1286  -0.0022  0.0003  0.0009
O  1.2524  9.8472  18.887  -0.0018  0.0003  0.0011
O  1.7066  1.7125  19.3137  -0.0016  0.0005  0.0011
O  8.7899  10.4557  16.5714  -0.0007  0.0003  0.0006
O  4.8243  8.6296  18.9074  -0.0011  0.0003  0.0016
O  9.5575  8.7208  10.5563  -0.0003  0.0006  -0.0001
O  6.7063  4.1345  18.9028  -0.002  -0.0002  0.0013
O  2.7496  1.7527  13.4433  -0.0008  0.0006  -0.0014
O  5.8414  8.8015  21.334  -0.0016  0.0004  0.0012
O  2.5066  2.4229  10.861  -0.003  -0.0013  0.0008
O  7.6303  4.8853  21.2012  -0.0014  0.0001  0.0007
O  5.1783  7.377  12.5669  -0.002  -0.0006  0.0014
O  0.2433  9.0179  12.7575  -0.0039  0.0002  0.0018
O  7.4495  1.025  13.568  -0.002  0.0004  0.0007
O  7.0047  9.6237  14.7774  -0.001  0.0005  0.0003
O  8.932  5.0246  12.7334  -0.001  0.0008  0.0003
O  8.0364  8.0652  16.9396  -0.0015  0.0003  0.0014
O  6.2241  2.6101  21.9473  -0.0007  -0.0002  0.0008
O  2.2816  8.9987  14.4236  -0.0008  0.0002  0.0006
O  0.378  4.4774  11.9255  0.0008  0.0005  0.0041
O  0.7772  8.3579  20.9743  -0.001  0.0003  0.001
O  9.3606  3.8022  10.3925  -0.0056  -0.0042  -0.005
O  9.5703  2.3783  12.5958  -0.0016  0.0009  0.0013
O  7.5908  8.606  19.4222  -0.0017  0.0005  0.0013
O  2.6318  8.9837  11.7989  -0.0008  0.0159  0.0001
O  3.9167  3.0347  15.4345  -0.0014  -0.0002  -0.0002
O  0.9372  4.6933  14.4636  -0.0033  0.0076  0.0036
O  10.0267  3.088  18.9671  -0.0012  0.0001  -0.0002
O  8.9446  7.7962  12.9809  -0.0009  0.0003  -0.0001
O  10.4949  0.6069  20.088  -0.0012  0.0009  0.0014
O  6.0185  4.9483  11.9975  -0.0011  -0.001  0.0005
O  8.1275  2.8921  17.0131  0.0026  0.0019  0.0015
O  3.4479  5.5  16.7473  -0.0017  0  0.0012
O  4.6491  8.8305  10.288  -0.0008  0.0034  -0.0015
O  1.6386  6.7506  12.9248  0.0008  -0.0003  -0.0009
O  4.6669  5.4414  14.3659  -0.0016  -0.0001  0.0005
O  2.0604  3.8963  20.9668  -0.0007  0.0003  0.0003
O  10.4455  1.4515  17.0001  -0.0052  0.0052  0.0027
O  0.8629  6.1477  16.6441  -0.0056  -0.005  -0.002
O  7.3634  10.9916  21.9598  -0.001  0.0002  0.001
O  5.9089  0.9523  19.9793  -0.0007  0.0003  0.0017
O  5.9558  9.9418  12.4066  -0.0016  0.0008  0.0009
O  2.7377  0.5735  15.6745  -0.0011  0.0011  0
O  7.0558  7.9644  10.8041  -0.0007  0.0014  0.0004
O  10.2087  8.0719  18.7176  -0.0017  0.0002  0.0014
O  3.3141  9.2497  16.7753  -0.0019  0  0.0009

Results
free energy: -145376.451 eV
free energy less fixed offsets of As -4856.12, O -568.88, Si -635.61 eV per atom: 4.389 eV

The program warned: the cutoff lies below the one the program advises for these potential files; the exchange-correlation potential is rough where the density is thin.
